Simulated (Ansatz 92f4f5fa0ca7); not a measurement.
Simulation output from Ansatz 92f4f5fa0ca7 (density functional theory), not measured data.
Periodic cell of 174 atoms, Si99O75, from a study of silicon, its oxide and their interface. The atomic structure is a simulated model.

Settings
functional: r2SCAN
potential files: Ansatz norm-conserving
basis: plane waves
wave-function cutoff: 1300 eV
density cutoff ratio: 4
exchange-correlation grid ratio: 1
k mesh: 2 x 2 x 1, shifted by 0.5 0.5 0.5 of a step
self-consistency stop: 5e-08 eV per atom in the density residual
occupations: Fermi-Dirac, 0.05 eV
spin: none
net charge: 0

Cell vectors (angstrom)
a  11.5403  0  0
b  0  11.5403  0
c  -4.4335  0.6192  22.7191

Atoms: element, x, y, z (angstrom)
Si  7.3961  2.4787  0.7184
Si  7.5588  4.9397  0.6411
Si  13.4664  9.0639  2.0157
Si  8.7643  -2.6327  -0.6209
Si  1.6614  5.1852  2.2697
Si  0.1083  10.2355  -0.272
Si  3.4179  2.853  0.87
Si  3.6721  5.3376  1.088
Si  -0.3988  5.913  -1.1074
Si  1.7416  1.6875  2.158
Si  -0.211  4.6916  0.8628
Si  3.6723  7.9023  0.7963
Si  5.4359  1.8891  1.9283
Si  5.6846  5.3227  2.2459
Si  5.654  9.0342  1.9404
Si  9.1715  1.576  2.0003
Si  9.3311  5.1502  2.149
Si  8.1065  9.0795  1.7192
Si  1.6407  3.3835  3.7434
Si  1.5218  7.2149  3.4102
Si  1.8336  11.1192  3.1448
Si  5.4948  3.4684  3.7114
Si  5.486  7.2589  3.5234
Si  5.4384  11.2449  3.0138
Si  9.2165  3.3406  3.6458
Si  9.0505  7.2323  3.2337
Si  9.0073  10.9934  2.9707
Si  -0.3767  3.369  4.9149
Si  -0.4901  7.2317  4.5908
Si  -0.3867  11.0155  4.0987
Si  3.5549  3.4633  5.1297
Si  3.4806  7.1849  4.8101
Si  3.6847  11.3023  4.5241
Si  7.3641  3.3907  5.1924
Si  7.3451  7.1527  4.9449
Si  7.2666  11.1614  4.5485
Si  -0.3776  1.1785  5.7207
Si  -0.4659  5.3909  6.1463
Si  -0.3946  9.2835  5.6456
Si  3.6505  1.3767  6.2754
Si  3.4253  5.4055  6.486
Si  3.6035  9.34  5.7372
Si  7.3419  1.2599  6.293
Si  7.2532  5.3873  6.6073
Si  7.3436  9.2555  6.0045
Si  1.5364  0.6728  6.982
Si  1.3535  5.532  7.6341
Si  1.586  9.8841  6.7381
Si  5.4893  0.6057  7.6527
Si  5.2087  5.592  8.0748
Si  5.3811  9.8152  7.2153
Si  9.4224  0.548  7.1823
Si  9.3223  5.6093  7.6994
Si  9.3896  9.6113  7.1413
Si  4.3546  8.6059  8.8822
Si  0.5536  7.2644  9.0757
Si  0.9935  1.2099  9.1732
Si  5.9127  4.5416  10.8607
Si  11.0204  2.4957  16.7181
Si  5.9651  0.4699  10.8768
Si  10.1883  4.028  9.2539
Si  9.8249  7.8257  8.6863
Si  10.1355  1.6095  9.1209
Si  8.9815  0.24  10.6177
Si  2.0037  9.0019  8.8286
Si  1.0842  4.1593  9.5036
Si  7.2026  4.6209  16.338
Si  5.3522  2.5669  12.9735
Si  4.2955  9.569  10.9949
Si  6.8625  2.2577  23.6492
Si  8.8841  8.8954  10.5814
Si  1.6368  -0.7449  10.3215
Si  4.9036  1.4615  15.6733
Si  7.4829  1.9707  14.7985
Si  10.4201  4.0127  12.7989
Si  10.5123  -0.8278  12.0483
Si  1.2751  5.4715  11.3876
Si  8.8873  1.0715  18.5703
Si  3.5803  -0.2936  19.5307
Si  8.9121  4.487  11.1158
Si  3.3396  7.1995  12.948
Si  8.9235  8.9005  21.09
Si  1.962  8.2564  15.3719
Si  9.941  5.2445  15.6025
Si  1.9981  2.0394  20.7231
Si  5.9494  8.5996  17.2594
Si  4.1133  6.9623  19.3938
Si  5.8858  4.6391  19.243
Si  -0.935  2.5413  20.6509
Si  10.4426  12.7868  14.1278
Si  1.5519  6.7163  17.8613
Si  7.3201  6.8778  11.9656
Si  4.3721  7.1749  21.7221
Si  5.7439  1.7592  18.6229
Si  5.9168  6.6773  14.6753
Si  0.9029  3.7665  18.7931
Si  8.8703  9.4339  18.1705
Si  10.9841  7.9995  16.5334
Si  3.7764  -1.071  16.639
O  10.2066  -1.8869  -0.6758
O  12.1246  9.4416  1.0661
O  6.8337  3.7385  22.8954
O  7.4004  3.8555  10.8458
O  5.5585  0.8636  9.3309
O  5.2755  4.4967  9.3576
O  4.9405  7.0351  8.8005
O  5.0073  3.8522  12.0393
O  2.6905  5.9923  12.0665
O  3.0851  -0.8437  11.1257
O  1.773  2.6349  9.5997
O  5.1102  1.2993  11.9935
O  6.0683  7.6883  15.9305
O  6.1177  5.1729  15.2678
O  6.9207  2.6563  13.4402
O  0.5571  6.7819  10.6898
O  0.4786  8.8716  15.6306
O  1.2325  5.1577  18.0755
O  5.0517  7.8756  18.4046
O  0.1636  7.5605  17.9353
O  0.71  7.1385  -1.2423
O  6.7739  5.4314  20.3513
O  5.0145  0.4688  19.294
O  8.5507  10.3434  9.8552
O  3.1251  -0.9905  18.1231
O  3.213  8.1768  -0.7871
O  -1.5091  3.1383  22.032
O  6.0635  6.0959  11.3063
O  3.0402  9.3965  15.7069
O  -0.5214  3.7574  19.6185
O  9.5023  1.5432  20.0013
O  9.0465  -0.5093  18.2945
O  6.6825  4.6803  17.8454
O  0.307  4.7817  12.5268
O  9.7294  1.8481  17.4337
O  5.0672  2.1371  17.161
O  8.8834  1.2414  14.5713
O  4.0377  8.3748  12.0777
O  7.5371  0.7929  11.1667
O  10.7528  11.311  13.5498
O  7.5011  8.299  11.2224
O  9.3721  8.7437  19.5409
O  7.6267  3.1162  15.9339
O  3.7645  0.3249  15.8106
O  6.3864  0.8621  15.2934
O  7.3621  8.958  17.9125
O  0.0047  11.8624  -0.0974
O  8.5158  5.5621  16.2924
O  4.4505  6.6711  14.0038
O  2.4663  0.8051  19.8289
O  0.7867  2.5631  17.6824
O  5.5919  3.0722  19.5775
O  9.8242  9.2155  11.9247
O  9.717  8.9121  16.8896
O  4.4993  2.4315  14.3937
O  12.0137  -0.9932  11.4464
O  -0.1713  1.5839  15.4233
O  7.3198  1.432  18.4613
O  7.0566  7.0421  13.5673
O  2.1163  7.8128  13.8326
O  8.6858  6.0547  11.6138
O  2.1924  6.9734  16.376
O  5.6513  10.4462  11.2126
O  2.5532  7.2421  19.0101
O  9.7289  4.7103  14.0991
O  5.3187  -1.518  16.8265
O  10.7126  4.0487  16.3713
O  4.4554  5.3962  19.052
O  7.3688  1.5991  -0.7021
O  10.701  13.9494  13.0174
O  0.4308  1.7405  21.0525
O  10.7082  6.6594  15.6575
O  3.5727  -1.3548  20.7637
O  8.2687  10.3949  21.2799
O  2.0931  3.4109  19.8345

Results
free energy: -46461.100 eV
free energy less fixed offsets of O -463.61, Si -117.95 eV per atom: -13.300 eV
pressure: -1.79 GPa
stress xx, yy, zz, yz, xz, xy (GPa, positive in tension): 1.5, 2.57, 1.29, 0, -0.07, 0.4

Forces (eV/angstrom), in the order of the atoms: element, x, y, z
Si  0.2059  -0.3204  -0.4908
Si  0.1433  0.1177  0.0786
Si  -0.5718  -0.0242  -0.2381
Si  -0.0902  0.0634  -0.2568
Si  0.0568  0.1709  0.0249
Si  0.0949  0.206  -0.2102
Si  -0.0514  -0.3481  -0.9471
Si  0.0062  -0.145  0.2884
Si  -0.0917  -0.1019  -0.236
Si  -0.0145  0.3199  -0.2596
Si  0.2523  -0.6875  -0.329
Si  0.0641  0.2547  -1.0426
Si  -0.1659  0.1761  -0.0253
Si  0.0157  0.1083  -0.1816
Si  -0.008  -0.0914  0.1912
Si  0.0136  0.2777  0.094
Si  -0.0566  -0.1555  -0.0047
Si  0.2169  -0.039  0.1697
Si  -0.1003  0.0571  0.3644
Si  -0.2462  -0.0965  0.4365
Si  0.0441  0.2368  0.3414
Si  0.205  0.0448  0.1956
Si  -0.0083  -0.0408  0.3297
Si  -0.0007  -0.0557  -0.1968
Si  0.0361  -0.0433  -0.0376
Si  0.1086  0.0506  0.0268
Si  0.0375  0.035  0.0459
Si  -0.1689  0.0459  0.1282
Si  0.0726  0.0331  -0.0644
Si  -0.037  -0.0382  -0.4048
Si  0.074  -0.1491  -0.047
Si  0.1441  0.0213  -0.0215
Si  -0.1022  -0.2535  -0.193
Si  -0.1127  -0.0742  0.0075
Si  -0.1689  0.1712  0.024
Si  0.0347  -0.2493  0.0619
Si  -0.0259  0.068  0.1307
Si  -0.1368  0.0801  -0.1984
Si  0.059  -0.0295  0.0672
Si  0.0219  0.1513  -0.0588
Si  -0.0032  0.2776  -0.0402
Si  0.1903  0.1698  -0.1481
Si  0.2264  0.0888  -0.1336
Si  -0.1956  -0.1064  -0.1237
Si  0.0725  0.0597  0.0138
Si  -0.2239  0.0646  -0.1259
Si  -0.0259  -0.1027  -0.1639
Si  -0.0798  -0.326  0.2474
Si  -0.1129  0.0329  0.7417
Si  0.1003  -0.1697  0.1972
Si  -0.0605  -0.2379  -0.1835
Si  0.1259  -0.2089  -0.143
Si  0.2848  0.2926  -0.0232
Si  0.0181  0.3985  -0.248
Si  0.0618  -0.6797  0.657
Si  0.0429  0.264  0.6601
Si  0.106  0.345  -0.022
Si  -0.2035  0.1163  0.3313
Si  -0.0024  -0.1398  0.0768
Si  -0.277  -0.1476  0.3769
Si  -0.0037  -0.264  -0.2293
Si  -0.0944  -0.3253  -0.0974
Si  0.1606  0.3797  -0.0097
Si  -0.3219  -0.0621  0.211
Si  -0.0926  0.1788  -0.3622
Si  0.0949  -0.8422  -0.3403
Si  -0.0536  -0.0075  0.0554
Si  -0.1021  -0.0944  0.3445
Si  0.0662  0.0082  0.2133
Si  0.1921  -0.0278  -0.5991
Si  -0.1175  -0.1363  0.663
Si  0.3814  -0.6199  0.9321
Si  -0.2169  -0.0822  0.0298
Si  0.1307  -0.1899  0.2586
Si  -0.1706  -0.1088  0.3189
Si  0.3724  -0.2601  0.3064
Si  0.0843  0.5913  0.5894
Si  -0.0163  -0.1161  -0.2266
Si  0.1843  -0.0723  -0.4435
Si  0.0217  -0.1406  0.3538
Si  -0.1455  0.1331  0.4346
Si  0.3679  0.1001  -0.5934
Si  0.0021  0.0364  -0.0005
Si  0.0531  0.1149  0.2911
Si  -0.0122  0.157  -0.3601
Si  0.0388  0.0204  -0.0086
Si  -0.4631  0.0168  -0.2847
Si  -0.2843  -0.104  -0.3414
Si  -0.1562  0.0268  -0.0094
Si  -0.0137  -0.0213  0.5084
Si  -0.0112  0.0319  0.0528
Si  -0.0333  0.1391  0.3413
Si  0.0321  0.0341  -0.3253
Si  0.1056  0.1117  -0.3071
Si  -0.0474  -0.145  0.2557
Si  0.0865  0.1507  -0.3747
Si  0.1028  0.0694  -0.3494
Si  -0.0994  0.2609  0.0463
Si  -0.0039  -0.0104  -0.22
O  0.0428  -0.034  0.0586
O  0.3425  -0.2915  0.1078
O  -0.0233  0.4863  0.5942
O  0.0662  0.3449  0.0027
O  0.0597  -0.0888  -0.5163
O  -0.0034  0.4438  -0.491
O  -0.1342  0.3257  -0.1842
O  0.2788  0.0343  -0.3231
O  -0.3882  -0.0822  -0.2867
O  -0.0338  -0.0573  -0.3304
O  -0.7914  0.2002  -0.0599
O  0.326  0.0423  -0.2513
O  -0.0926  -0.054  -0.0821
O  0.1914  0.1508  0.0027
O  -0.1588  -0.056  -0.1015
O  0.0558  -0.2516  -0.1139
O  0.1369  -0.3896  0.1405
O  -0.0448  -0.133  0.1574
O  -0.056  -0.0182  0.2171
O  0.1317  -0.1015  -0.353
O  -0.122  -0.3031  -0.095
O  0.0238  0.4948  0.466
O  -0.2078  -0.0307  0.0818
O  0.2031  0.2068  0.407
O  0.1882  0.1077  0.2202
O  -0.3703  -0.0744  0.4503
O  0.2429  -0.0744  0.2506
O  0.1305  -0.0744  -0.0051
O  -0.0346  -0.0695  0.1255
O  0.186  -0.3297  0.1532
O  0.1957  0.1694  0.0064
O  -0.0862  -0.0399  0.1319
O  -0.0526  -0.0095  0.0932
O  0.1053  0.1019  -0.2367
O  0.1153  0.0564  0.1014
O  0.1004  -0.202  0.0837
O  0.1749  0.1482  -0.1897
O  0.006  0.1122  -0.0311
O  0.0837  -0.0522  -0.2484
O  -0.138  0.0968  -0.2532
O  0.1783  -0.0714  -0.1992
O  -0.2359  0.0674  0.3027
O  -0.1039  0.0586  -0.1863
O  0.2638  -0.0461  0.2298
O  -0.0929  0.4992  -0.0885
O  -0.0105  -0.0445  0.0776
O  -0.1255  -0.081  0.2971
O  0.0385  -0.247  -0.1392
O  0.0485  0.0999  -0.2248
O  -0.02  0.1404  0.246
O  -0.211  0.2742  0.2002
O  0.0977  0.0942  -0.0377
O  -0.0765  0.1933  -0.5371
O  0.0274  -0.1501  0.2036
O  0.3882  -0.1156  -0.2122
O  -0.0581  0.1162  -0.3356
O  -0.3294  0.1041  -0.2554
O  -0.1253  0.0264  0.1038
O  -0.0692  -0.1044  -0.4465
O  0.2225  -0.0792  -0.0644
O  -0.3377  -0.1619  -0.2206
O  -0.1687  0.2326  0.0528
O  0.0642  0.3349  0.0179
O  0.1975  -0.1401  -0.1235
O  0.2445  -0.1185  -0.0763
O  -0.2151  -0.1364  0.0527
O  -0.1119  0.0525  -0.14
O  0.3376  0.0743  0.1751
O  -0.2154  0.19  0.2814
O  0.072  0.0644  0.0448
O  0.0744  0.2224  0.0121
O  -0.0399  -0.1378  0.0856
O  0.3062  -0.1056  0.4417
O  -0.1845  -0.1176  0.3506
O  -0.2838  -0.3632  0.1807
